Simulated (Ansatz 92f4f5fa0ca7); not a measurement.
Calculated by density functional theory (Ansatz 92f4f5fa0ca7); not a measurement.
Periodic cell of 225 atoms, Si132O91As2, from a study of silicon, its oxide and their interface. The atomic structure is a simulated model.

Settings: functional PBE; potential files Ansatz PAW; basis plane waves; wave-function cutoff 700 eV; density cutoff ratio 5; exchange-correlation grid ratio 1; k mesh 2 x 2 x 1, shifted by 0.5 0.5 0.5 of a step; self-consistency stop 5e-08 eV per atom in the density residual; occupations fixed; spin none; net charge 0.

Cell vectors (angstrom)
a  10.938  0  0
b  0  10.938  0
c  0  0  31.9494

Atoms: element, x, y, z (angstrom)
Si  10.6526  -0.0026  24.4405
Si  5.1024  0.1212  24.692
Si  2.8581  2.2916  24.5589
Si  8.5979  2.4297  24.5985
Si  10.7356  5.5835  24.3579
Si  5.1847  5.6128  24.4731
Si  3.0191  7.9511  24.4404
Si  8.4489  7.8236  24.4485
Si  1.3168  1.132  25.8554
Si  6.8369  1.3256  25.7644
Si  4.0131  4.0105  25.7555
Si  9.7128  4.0233  25.8745
Si  1.3614  6.7914  25.6902
Si  6.8277  6.7199  25.773
Si  4.0242  9.4674  25.983
Si  9.5064  9.4405  25.8235
Si  2.6504  -0.135  27.3057
Si  8.1553  -0.0728  27.1639
Si  0.0974  2.6523  27.2245
Si  5.4706  2.7173  27.1336
Si  2.6841  5.4113  27.1268
Si  8.2079  5.363  27.1529
Si  0.0265  8.1458  27.1471
Si  5.5306  8.1377  27.1983
Si  4.0949  1.3278  28.5118
Si  9.5515  1.3268  28.512
Si  1.3982  4.0655  28.5773
Si  6.821  4.0597  28.5423
Si  4.0934  6.7801  28.4995
Si  9.5669  6.7812  28.4963
Si  1.3007  9.4801  28.6338
Si  6.8367  9.5318  28.5783
Si  -0.027  -0.0041  29.9201
Si  5.4684  -0.0083  29.9031
Si  2.7704  2.7108  29.9118
Si  8.2062  2.7142  29.8945
Si  0.0026  5.452  29.8971
Si  5.4671  5.4537  29.8957
Si  2.7554  8.1609  29.9116
Si  8.2327  8.1734  29.8977
Si  1.3673  1.3673  31.2657
Si  6.8362  1.3673  31.2657
Si  4.1018  4.1018  31.2657
Si  9.5708  4.1018  31.2657
Si  1.3673  6.8362  31.2657
Si  6.8362  6.8362  31.2657
Si  4.1018  9.5708  31.2657
Si  9.5708  9.5708  31.2657
Si  2.7345  0  0.6835
Si  8.2035  0  0.6835
Si  0  2.7345  0.6835
Si  5.469  2.7345  0.6835
Si  2.7345  5.469  0.6835
Si  8.2035  5.469  0.6835
Si  0  8.2035  0.6835
Si  5.469  8.2035  0.6835
Si  4.0738  1.3961  2.057
Si  9.577  1.3665  2.0357
Si  1.3472  4.1397  2.052
Si  6.8188  4.1387  2.0447
Si  4.0909  6.8448  2.0413
Si  9.5582  6.8529  2.0483
Si  1.354  9.6061  2.051
Si  6.792  9.6307  2.0332
Si  0.0082  0.0494  3.4468
Si  5.4399  0.0566  3.4413
Si  2.7069  2.7858  3.4152
Si  8.2305  2.7824  3.3461
Si  0.008  5.5259  3.4432
Si  5.4615  5.52  3.4351
Si  2.7379  8.2453  3.3814
Si  8.1857  8.2841  3.3418
Si  1.3416  1.4717  4.8297
Si  6.8429  1.4948  4.7162
Si  4.0476  4.1662  4.7871
Si  9.5814  4.1079  4.7549
Si  1.3574  6.9697  4.7918
Si  6.8209  6.9934  4.7274
Si  4.0731  9.5813  4.7912
Si  9.5241  9.6158  4.7479
Si  2.6777  0.0201  6.1162
Si  8.2051  0.1302  6.0495
Si  -0.0093  2.8432  6.2714
Si  5.478  2.8283  6.1204
Si  2.7395  5.6263  6.1461
Si  8.2268  5.5947  5.9552
Si  -0.0604  8.3166  6.1796
Si  5.4928  8.3119  6.2227
Si  4.3639  1.1429  7.3545
Si  9.6891  1.2325  7.5072
Si  1.1862  4.5114  7.5036
Si  6.6222  4.5647  7.2845
Si  4.303  6.7518  7.5564
Si  9.7428  6.6301  7.4543
As  1.1397  9.8182  7.7017
Si  6.7072  9.9513  7.4486
O  9.6073  1.233  24.0064
O  4.1299  6.7992  23.969
O  4.042  1.2345  24.052
O  9.5644  6.6953  23.9207
O  -0.0052  5.5811  7.9876
O  5.5132  0.0798  7.9293
O  -0.1278  0.1622  8.0828
O  5.4972  5.6343  7.8672
O  7.5895  4.1341  8.5343
O  8.8121  7.1008  8.7458
O  8.7734  1.7617  8.8041
O  7.6147  9.4686  8.7513
O  3.5928  1.7914  8.6509
O  3.569  7.2726  8.9588
O  2.0677  3.99  8.8152
O  8.1717  3.492  23.4037
O  0.481  4.9327  22.9751
O  1.9511  2.7533  23.2701
O  5.8599  4.9091  23.1395
O  5.5554  9.9767  23.5412
O  2.4867  8.7001  23.0622
O  0.2182  10.0594  23.1103
O  7.8245  8.5656  23.106
Si  8.7286  7.6783  18.5009
Si  8.9272  6.3312  13.6452
Si  3.8856  1.5174  14.7802
Si  2.2238  5.733  17.664
Si  2.4666  3.1309  19.5278
Si  9.9748  9.0032  12.0695
Si  1.3725  9.4173  22.1142
Si  9.3017  0.936  13.2547
Si  1.4766  5.0055  13.087
Si  1.9201  8.1888  12.9297
Si  6.6885  9.5475  22.4708
Si  4.6174  4.5764  15.7611
Si  8.2082  3.0804  9.5877
Si  0.9111  8.2267  19.306
Si  6.9993  1.3414  21.143
Si  8.3451  8.3484  9.6931
Si  10.9743  5.1825  15.6513
Si  7.6537  9.5083  16.4054
Si  9.9798  2.0446  20.348
As  3.3235  8.7591  10.0488
Si  6.7649  3.3216  17.4699
Si  1.2176  0.1995  19.8399
Si  3.2884  2.795  12.3465
Si  7.2803  5.3759  19.7323
Si  6.0031  8.6175  11.6721
Si  5.9253  6.0281  13.2756
Si  4.7076  9.696  17.6957
Si  1.0596  3.5966  22.2062
Si  4.9515  1.4727  18.8591
Si  3.1978  3.0793  9.5533
Si  6.5762  10.8234  13.8668
Si  10.4272  0.1303  16.0615
Si  5.6882  3.6584  11.1768
Si  9.9364  3.852  11.9197
Si  2.4065  9.9123  15.652
Si  6.1427  8.1004  19.8556
Si  6.9734  3.9704  22.4138
Si  9.8205  2.7904  17.4332
O  7.3492  6.3078  14.0298
O  1.9526  7.0403  18.7162
O  10.3336  4.069  16.6105
O  6.2408  9.9603  17.1297
O  10.2527  0.6958  14.5477
O  8.507  6.0944  18.9021
O  5.2784  0.6871  14.4782
O  5.7767  2.0369  17.5793
O  8.3961  1.9247  20.5977
O  2.0605  4.281  18.4284
O  6.9875  2.8106  10.6533
O  4.9196  2.6886  12.2374
O  6.1158  4.3676  16.4028
O  4.5723  3.9158  9.9689
O  10.7333  2.7479  21.6132
O  9.8437  6.1601  14.9939
O  6.0686  6.4656  19.8882
O  4.1386  0.1564  18.3461
O  9.4198  10.5113  12.3574
O  2.9237  4.3316  12.7916
O  1.9554  10.7014  21.2523
O  4.0467  2.7105  19.4398
O  0.8026  10.0563  16.0802
O  1.3369  9.7874  18.8831
O  1.766  1.6517  19.3064
O  9.0176  10.4101  16.5994
O  4.9448  8.5606  18.8464
O  9.7146  8.814  10.4618
O  6.8085  4.0612  18.9171
O  2.9273  1.681  13.4521
O  5.873  8.7602  21.3091
O  2.5632  2.4573  10.9293
O  7.6785  4.8422  21.2222
O  5.4355  7.4778  12.6953
O  0.6249  9.0041  12.3846
O  7.7123  1.0489  13.6376
O  7.2158  9.6404  14.8321
O  9.0929  4.9948  12.7168
O  8.1716  8.0382  16.9769
O  6.2568  2.5706  21.9386
O  2.471  9.0183  14.2522
O  0.5202  4.4463  11.8843
O  0.8759  8.3005  20.976
O  9.4518  3.7722  10.3715
O  9.7786  2.3434  12.5612
O  7.6923  8.5369  19.4614
O  2.9591  8.0503  11.6748
O  4.0606  3.0389  15.4197
O  0.8738  4.4084  14.4834
O  10.1066  3.0083  19.0266
O  9.3204  7.7657  12.9421
O  10.5631  0.5272  20.1067
O  6.0884  5.0257  11.9748
O  8.2231  2.7183  17.0786
O  3.631  5.4615  16.7799
O  5.03  9.0299  10.4225
O  1.5472  6.6253  13.2778
O  4.8767  5.4629  14.4022
O  2.075  3.8524  20.9457
O  10.6355  1.4383  17.0157
O  1.0587  6.0517  16.5658
O  7.378  10.9468  21.9947
O  5.9827  0.8941  19.9717
O  6.2407  10.0202  12.4838
O  2.9466  0.523  15.6575
O  7.3129  7.9759  10.9107
O  10.3151  7.9873  18.7394
O  3.5145  9.1811  16.6659

Results
free energy: -145394.669 eV
free energy less fixed offsets of As -4857.07, O -569.03, Si -635.61 eV per atom: 1.721 eV

Forces (eV/angstrom), in the order of the atoms: element, x, y, z
Si  -0.0066  0.0003  -0.0275
Si  -0.0225  -0.0128  -0.0183
Si  0.0127  -0.0033  -0.0251
Si  0.016  0.0115  -0.0164
Si  -0.0093  -0.0119  -0.0267
Si  -0.0007  -0.0049  -0.0256
Si  0.0202  0.0088  -0.0319
Si  0.0091  0.0067  -0.0325
Si  -0.0198  -0.0046  -0.0127
Si  0.0017  -0.0096  0.0035
Si  0.0121  -0.0047  -0.0112
Si  0.0129  0.0211  -0.0076
Si  0.0011  -0.0109  0.0226
Si  0.0064  0.0207  0.0174
Si  -0.0343  0.0045  -0.0236
Si  0.014  0.0045  0.0034
Si  0.0009  0.0128  0.0042
Si  0.0094  0  -0.0049
Si  -0.009  0.0023  0.0008
Si  0.0028  -0.003  -0.004
Si  0.0051  0.0003  0.0037
Si  0.0029  0.0194  -0.0075
Si  0.0228  -0.0018  -0.0025
Si  0.0065  -0.0143  -0.0088
Si  0.0088  0.0183  -0.0257
Si  -0.0097  -0.0131  -0.0151
Si  0.0042  -0.0016  -0.0193
Si  -0.0066  -0.0064  -0.0118
Si  -0.0126  -0.0122  -0.0095
Si  0.0005  0.0018  -0.0032
Si  -0.0192  -0.0171  -0.0128
Si  -0.0061  0  -0.0115
Si  0.0002  0.0038  -0.0092
Si  -0.0046  0.0007  0.0023
Si  0.0076  -0.0043  0.0007
Si  0.0088  -0.0095  0.0037
Si  -0.0066  0.0067  -0.0005
Si  -0.0007  0.0033  0.0027
Si  0.0166  -0.0107  -0.0085
Si  0.0095  -0.0054  0.0009
Si  0.065  -0.0166  -0.0168
Si  0.067  -0.0374  0.0305
Si  0.1074  -0.0822  0.1323
Si  -0.0506  -0.1184  -0.0261
Si  0.0434  -0.1792  0.0867
Si  0.0645  -0.0431  -0.0637
Si  -0.0159  -0.1005  0.0187
Si  -0.1385  -0.143  0.1925
Si  -0.0677  0.0945  -0.0412
Si  -0.0969  0.0607  -0.1438
Si  0.0386  0.124  -0.0256
Si  -0.0455  0.1225  0.07
Si  -0.0797  -0.003  -0.0829
Si  -0.0556  0.0863  -0.0845
Si  0.0123  0.1343  0.0352
Si  -0.0486  0.1245  -0.0461
Si  0.0036  -0.0067  -0.0049
Si  -0.0016  -0.004  -0.0004
Si  -0.0086  0.0041  -0.0099
Si  -0.0118  0.0123  0.0071
Si  0.0021  -0.009  0.0026
Si  0.0071  -0.0074  0.0032
Si  -0.0121  0.014  0.0013
Si  -0.0013  0.0136  -0.0032
Si  0.0163  0.0044  0.0122
Si  0.0179  -0.0052  0.0122
Si  0.0079  0.0058  0.0071
Si  0.0055  0.0086  0.0146
Si  0.0107  -0.0078  0.001
Si  -0.0011  0.0033  0.0217
Si  0.0046  -0.0002  0.007
Si  0.0012  -0.0031  0.0022
Si  -0.0294  0.011  0.0023
Si  -0.0148  0  0.0039
Si  0.012  0.0084  0.0044
Si  0  -0.0119  0.0011
Si  -0.0019  -0.0119  0.0178
Si  -0.0215  -0.0042  0.0056
Si  0.0027  -0.0068  0.0148
Si  -0.0073  0.0033  0.006
Si  0.0028  -0.016  0.0382
Si  -0.0032  -0.0146  0.0123
Si  0.0043  0.0046  -0.0208
Si  0.0065  -0.0047  -0.0006
Si  0.0055  -0.0017  0.0086
Si  0.0185  0.0246  0.0159
Si  0.0111  -0.0044  0.001
Si  -0.0139  -0.001  -0.0182
Si  -0.0021  -0.0106  0.0187
Si  -0.0224  -0.031  0.0491
Si  0.0107  0.0128  0.0303
Si  0.0009  0.0136  0.0144
Si  -0.0158  -0.0122  0.0212
Si  -0.0185  -0.0298  0.0348
As  0.0038  0.0068  -0.048
Si  0.0081  0.0311  0.036
O  0.0027  -0.0085  -0.0289
O  -0.0091  0.0127  -0.0239
O  -0.006  -0.001  -0.0284
O  0.0045  0.0005  -0.0215
O  -0.0019  0.004  0.0194
O  0.0156  -0.0028  0.0346
O  -0.0224  0.0217  0.0206
O  0.0219  0.0067  0.0354
O  -0.0171  -0.0214  0.0083
O  0.0195  0.0137  -0.0065
O  0.0292  0.0284  -0.0146
O  -0.0211  -0.0227  -0.0011
O  0.0197  0.0264  0.0072
O  0.0329  -0.0029  -0.015
O  -0.013  -0.0106  -0.0042
O  -0.0273  -0.0304  -0.0192
O  -0.015  -0.0072  0.015
O  0.0086  0.0136  -0.0034
O  0.0071  0.0043  0.0032
O  0.0325  0.03  -0.0136
O  -0.0108  -0.0177  0.0114
O  0.0182  0.0165  0.0071
O  -0.006  -0.0117  0.0091
Si  0.0015  -0.0012  -0.0021
Si  -0.0039  0.0018  0.0134
Si  -0.0031  -0.0014  0.0015
Si  0.005  0.0026  -0.0075
Si  0.0075  0.0072  0.0056
Si  0.0028  -0.0027  -0.0081
Si  -0.001  0.005  -0.0003
Si  0.0028  0.0013  0.0003
Si  0.0016  -0.0029  -0.0007
Si  0.0036  0.0013  0.0046
Si  -0.0088  0.015  0.0096
Si  0.0018  0.0036  -0.0004
Si  0.0031  -0.0007  -0.0062
Si  -0.0025  -0.0032  0.0022
Si  -0.0021  -0.0001  0.0103
Si  0.0048  -0.0023  -0.0017
Si  0.0009  0.0034  0.0014
Si  0.0017  -0.0044  -0.0027
Si  -0.0025  0.001  0.0025
As  0.0197  -0.0108  0.0028
Si  0.0012  -0.0017  -0.0021
Si  -0.0037  -0.0032  0.008
Si  -0.0018  -0.0035  -0.0018
Si  0.0042  -0.002  0.0062
Si  0.0042  0.0022  -0.0076
Si  0.0003  0.0014  0.0038
Si  -0.0068  -0.0006  0.0066
Si  0.0068  -0.005  0.0063
Si  0.0032  -0.0005  0.0024
Si  0.005  -0.0074  -0.0143
Si  0.0003  0.0001  -0.0028
Si  0.0077  0.009  -0.0022
Si  -0.0015  -0.0025  -0.0045
Si  0.0055  0.0011  -0.0123
Si  0.0044  -0.0011  -0.0023
Si  -0.0071  0.0008  0.008
Si  0.0012  -0.0104  0.0083
Si  0.0028  0  0.0021
O  -0.0037  -0.0033  -0.0152
O  -0.0131  0.0061  0.0035
O  0.0116  -0.0016  -0.0043
O  0.0022  -0.0055  0.0038
O  -0.0182  -0.0059  0.0053
O  -0.0265  0.0184  0.0094
O  -0.0017  -0.0032  -0.0062
O  0.0022  0.0069  0.0265
O  -0.0019  -0.0035  0.0024
O  -0.0024  0.0012  0.0117
O  0.0006  0.0205  -0.002
O  -0.0102  0.0255  -0.021
O  -0.0183  -0.0174  0.0085
O  -0.011  -0.0318  0.0247
O  0.0119  0.0028  -0.0197
O  0.0063  -0.0177  -0.0204
O  0.0337  0.0074  -0.0073
O  0.0239  -0.0199  -0.0044
O  0.011  0.0066  0.0197
O  -0.0113  -0.0213  0.0001
O  -0.0319  -0.0201  -0.0121
O  0.0063  -0.0051  -0.0074
O  -0.0078  0.0021  -0.0052
O  0.0004  -0.0052  0.0228
O  -0.0019  0.0035  -0.0009
O  0.002  0.0013  -0.0198
O  0.0078  0.0136  0.0022
O  -0.011  -0.0078  0.0175
O  0.0069  0.0036  -0.0173
O  0.0141  0.0214  -0.0044
O  0.0216  -0.0037  -0.0118
O  0.0357  0.024  0.0089
O  -0.019  0.0015  -0.0011
O  0.0177  -0.0011  -0.0102
O  0.0011  -0.0178  0.0024
O  0.0101  -0.0254  0.0043
O  0.0074  0.0262  -0.0026
O  0.0252  -0.005  0.0005
O  -0.002  0.0065  0.016
O  0.023  0.008  -0.0131
O  -0.0136  -0.0048  -0.0038
O  -0.0039  0.0015  0.0207
O  0.0165  0.0236  -0.0093
O  -0.0229  -0.0174  0.016
O  -0.0172  0.0003  0
O  -0.0018  -0.0293  -0.0077
O  -0.0054  0.0141  0.0043
O  0.0026  0.0045  -0.0146
O  -0.0029  0.029  -0.0038
O  -0.0014  -0.0139  -0.0087
O  0.0038  -0.0048  -0.011
O  0.0123  0.0174  0.0034
O  -0.007  -0.0057  0.0114
O  0.0023  0.0105  0.0192
O  0.0022  -0.0068  -0.0121
O  -0.0184  -0.014  0.0096
O  0.0032  0.0023  -0.0042
O  0.0133  -0.0033  -0.0023
O  -0.0116  -0.0156  -0.0059
O  -0.0111  0.0054  -0.0046
O  0.0037  -0.0235  -0.0098
O  -0.0086  -0.0105  -0.0117
O  0.0046  0.021  -0.0043
O  0.0021  -0.0078  0.0098
O  0.0087  0.0003  -0.0004
O  -0.0051  0.0126  -0.0076
O  0.0112  0.0011  0.0113
O  0.0066  0.0139  0.0044

The program warned: the cutoff lies below the one the program advises for these potential files; the exchange-correlation potential is rough where the density is thin.
